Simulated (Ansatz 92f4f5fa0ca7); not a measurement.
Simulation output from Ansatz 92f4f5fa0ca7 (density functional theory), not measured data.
Periodic cell of 215 atoms, Si132O82P1, from a study of silicon, its oxide and their interface. The atomic structure is a simulated model.
Doubt: the cutoff is far below the 930 eV that the study's wrapper takes by default for these files, so forces and energies are approximate.

Settings
functional: PBE
potential files: Ansatz PAW
basis: plane waves
wave-function cutoff: 580 eV
density cutoff ratio: 5
exchange-correlation grid ratio: 1
k mesh: 1 x 1 x 1, Gamma-centred
self-consistency stop: 5e-08 eV per atom in the density residual
occupations: fixed
spin: none
net charge: +1 e, with a uniform compensating background and no finite-size correction

Cell vectors (angstrom)
a	10.938	0	0
b	0	10.938	0
c	0	0	31.5432

Atoms and the computed forces on them: element, x, y, z (angstrom), force x, y, z (eV/angstrom)
Si	10.4354	0.5759	24.3377	0.0427	-0.013	-0.1645
Si	6.0452	10.4986	24.1464	-0.0285	0.0863	-0.1427
Si	2.13	3.2507	24.0838	0.0018	-0.0647	-0.1807
Si	8.7068	2.2603	24.3052	-0.0765	0.0189	-0.1489
Si	0.4992	5.0544	24.1645	-0.0405	0.0686	-0.1533
Si	5.0522	5.8978	24.1981	0.0552	-0.0649	-0.179
Si	3.3961	7.6518	24.1624	-0.0309	0.0142	-0.1668
Si	7.8326	8.8282	23.9934	0.0691	-0.0375	-0.1861
Si	1.3449	1.4782	25.4503	-0.0225	0.0334	0.0755
Si	6.9151	1.3065	25.4885	0.0223	-0.0335	0.0847
Si	4.0276	4.1018	25.324	-0.0326	0.0056	0.0403
Si	9.6613	4.103	25.4186	0.033	-0.0334	0.0566
Si	1.4953	6.8173	25.3662	0.0142	-0.0161	0.0568
Si	6.899	6.9481	25.2427	-0.0134	0.0216	0.0181
Si	4.2291	9.5357	25.3432	0.008	-0.0191	0.0425
Si	9.5352	9.6409	25.429	-0.0573	0.0103	0.092
Si	2.7772	0.0056	26.6489	-0.0034	0.0266	-0.1412
Si	8.2179	-0.0279	26.9352	0.0105	-0.0019	0.2033
Si	0.0134	2.7695	26.9128	0.0103	-0.0074	0.1998
Si	5.4473	2.7377	26.67	0.0078	-0.0118	-0.1148
Si	2.7542	5.4367	26.8357	0.0001	0.0029	0.123
Si	8.22	5.5249	26.6376	0.0266	0.0113	-0.1249
Si	0.04	8.2103	26.6563	0.0216	0.0201	-0.124
Si	5.5536	8.1979	26.7932	0.0252	0.0046	0.0931
Si	4.105	1.368	28.0653	-0.0018	0.0461	0.06
Si	9.5877	1.371	28.2653	-0.0094	-0.0062	-0.3592
Si	1.3872	4.1269	28.2634	0.0022	-0.0586	-0.3465
Si	6.8306	4.1406	28.0173	0.0129	-0.0635	0.1188
Si	4.162	6.8202	28.1475	-0.1013	0.0184	-0.0976
Si	9.5963	6.8529	28.0453	-0.028	0.0105	0.085
Si	1.395	9.5898	28.0388	-0.0559	-0.0056	0.121
Si	6.84	9.532	28.2631	0.0754	0.0862	-0.3325
Si	0.0463	-0.0241	29.5297	0.0365	-0.0293	0.0216
Si	5.4386	0.0171	29.4874	-0.0033	0.0215	0.0301
Si	2.7681	2.7114	29.5266	0.004	-0.0224	0.0543
Si	8.1649	2.7754	29.4805	-0.0421	0.055	-0.0154
Si	-0.0233	5.5127	29.5	-0.0343	0.0164	0.0435
Si	5.5036	5.4491	29.5092	0.0454	-0.0308	0.0085
Si	2.7478	8.217	29.4465	0.0199	-0.0282	-0.0689
Si	8.2535	8.1632	29.5304	0.0433	-0.067	0.0629
Si	1.387	1.3615	30.9024	-0.0126	0.002	-0.015
Si	6.8049	1.3816	30.8345	0.0203	0.027	-0.0058
Si	4.1252	4.0882	30.8959	-0.0005	0.0103	0.0011
Si	9.5461	4.1268	30.8422	-0.0183	-0.0134	-0.0095
Si	1.3708	6.8671	30.8285	0.0151	0.0232	-0.0117
Si	6.8698	6.8023	30.8959	-0.0039	-0.0142	-0.0234
Si	4.0875	9.5819	30.8378	-0.0336	-0.0257	-0.0236
Si	9.5989	9.549	30.9023	0.0188	0.0291	0.0114
Si	2.7439	-0.031	0.7038	0.0001	0.0279	-0.0091
Si	8.1638	0.0111	0.6609	-0.0133	-0.0146	-0.0415
Si	-0.0391	2.7539	0.6695	0.0202	0.0106	-0.0241
Si	5.4812	2.7033	0.7209	0.0191	-0.0052	-0.0143
Si	2.7074	5.4931	0.6682	-0.0347	-0.0259	-0.0375
Si	8.2175	5.4317	0.7346	0.0008	-0.0062	0.0089
Si	0.0417	8.1783	0.7201	-0.0114	-0.044	-0.0141
Si	5.4593	8.2153	0.6507	0.0488	0.0006	-0.0403
Si	4.097	1.3256	2.068	0.0534	-0.0254	0.0162
Si	9.5051	1.3866	2.0196	-0.087	0.1013	-0.07
Si	1.3152	4.139	2.0384	-0.0718	0.0833	-0.0184
Si	6.8496	4.0486	2.0894	0.0624	-0.0705	-0.0393
Si	4.0876	6.8729	2.0177	-0.1197	0.0632	-0.0557
Si	9.6096	6.7987	2.0695	0.0706	-0.0595	-0.0134
Si	1.3778	9.5742	2.0828	0.0244	-0.0524	-0.0045
Si	6.8201	9.5502	2.0502	-0.0162	0.0456	0.0296
Si	-0.0864	-0.0033	3.3078	0.1507	-0.0128	0.3022
Si	5.4597	-0.0348	3.4928	0.0312	0.0448	-0.0205
Si	2.6869	2.7311	3.3045	0.0163	0.0177	0.3217
Si	8.1734	2.6658	3.5251	0.0077	0.0736	-0.1232
Si	-0.013	5.468	3.5403	0.0187	-0.0353	-0.158
Si	5.4399	5.4753	3.2932	0.0574	-0.1015	0.3718
Si	2.7389	8.2021	3.486	-0.0131	-0.043	-0.0061
Si	8.2398	8.1853	3.3567	-0.0876	-0.0232	0.1648
Si	1.2671	1.3734	4.6356	0.0213	-0.0122	-0.1161
Si	6.825	1.278	4.9486	0.0026	0.0258	0.054
Si	4.0581	4.1164	4.6429	-0.0355	-0.0039	-0.165
Si	9.5297	4.057	4.9009	-0.0036	-0.0355	0.1649
Si	1.3624	6.8739	4.9203	-0.0033	-0.0358	0.0842
Si	6.8419	6.7954	4.6557	-0.0359	0.0329	-0.1352
P	4.0974	9.5537	4.8743	-0.013	0.0005	0.2291
Si	9.5699	9.5671	4.7426	-0.0149	0.0052	-0.0668
Si	2.5766	0.0344	6.0739	0.1622	0.0128	-0.0425
Si	8.2341	-0.1448	6.2786	-0.0121	0.0213	-0.0206
Si	-0.0179	2.6392	6.2085	0.0234	0.0283	-0.0405
Si	5.3674	2.7659	6.0791	0.0207	-0.0103	-0.0712
Si	2.75	5.4187	6.1519	0.0142	-0.0301	-0.0489
Si	8.0838	5.4402	6.1824	0.0145	-0.0438	-0.0446
Si	-0.0212	8.2929	6.2367	0.0337	-0.004	-0.0466
Si	5.5806	8.1381	6.1407	-0.105	0.0013	-0.0888
Si	3.4896	1.9037	7.1782	-0.0082	0.0418	0.1406
Si	10.0288	0.8186	7.4777	-0.044	0.1287	0.2155
Si	1.7819	3.636	7.3614	-0.1227	-0.0054	0.1874
Si	6.2045	4.5258	7.3845	0.0423	0.0078	0.2306
Si	4.6247	6.3108	7.2575	-0.0598	0.0294	0.2066
Si	9.1522	7.185	7.3302	0.0306	-0.141	0.173
Si	0.8826	10.1244	7.5261	0.0998	-0.0588	0.2942
Si	7.412	8.8965	7.4982	-0.0728	0.0955	0.2269
O	4.5838	6.6183	8.8824	0.0852	-0.0364	-0.3365
O	1.395	3.9694	8.9477	0.0357	-0.1077	-0.3466
O	9.748	6.5524	8.7459	-0.1119	0.0852	-0.3853
O	1.3117	10.0907	9.1519	-0.114	0.046	-0.4059
O	6.0829	4.2255	9.026	-0.0126	0.0872	-0.357
O	3.7162	1.54	8.7567	-0.091	0.0779	-0.3534
O	7.1195	8.9613	9.1413	0.0829	-0.0995	-0.3523
O	9.6553	1.0724	9.0777	0.1339	-0.066	-0.3786
O	8.2525	2.5322	22.7425	0.0701	-0.0471	0.3037
O	10.9969	5.5534	22.6447	0.0326	-0.0798	0.289
O	5.6383	0.0811	22.6331	0.0503	-0.0944	0.2906
O	5.2949	5.399	22.6352	-0.0662	0.0555	0.3074
O	2.1429	2.8048	22.4789	-0.0199	0.0823	0.2813
O	3.3306	7.8509	22.5094	0.0699	-0.0334	0.2922
O	8.3828	8.7424	22.414	-0.0999	0.0247	0.2956
O	-0.1768	11.2403	22.7472	-0.0648	0.0636	0.281
Si	2.1585	2.9921	12.894	0.0157	-0.0236	0.309
Si	8.6816	1.2931	10.3613	-0.0252	0.0567	0.3971
Si	1.0722	4.506	15.3556	-0.013	0.0173	0.1384
Si	7.5556	5.5634	12.2035	0.0375	0.0258	0.3084
Si	2.4123	8.1859	21.2136	-0.0604	0.0396	-0.2752
Si	5.4205	7.7619	12.479	-0.0048	-0.0143	0.344
Si	9.264	0.458	15.5008	-0.0255	-0.0075	0.1375
Si	2.9127	-0.044	16.6532	-0.0239	0.0092	0.0188
Si	10.4698	1.1693	12.6069	0.0368	0.0008	0.3157
Si	7.7676	2.8322	21.2341	-0.0067	0.044	-0.2983
Si	9.1359	8.7895	14.4663	-0.0551	0.0082	0.1676
Si	1.4768	4.7875	10.3571	0.0446	-0.0193	0.4035
Si	4.48	9.4885	19.1346	0.01	0.0046	-0.1215
Si	11.0728	6.1	21.114	-0.0047	0.0111	-0.283
Si	6.616	10.4499	14.8459	0.0202	0.0148	0.1185
Si	5.3909	0.7335	21.1729	-0.0388	0.0291	-0.2962
Si	2.3496	9.8031	10.392	0.0313	-0.0747	0.4012
Si	0.4287	10.634	21.3876	0.0622	-0.049	-0.2425
Si	5.8565	5.2527	21.1283	0.034	0.0009	-0.2974
Si	3.6506	7.0896	10.1065	-0.0664	-0.025	0.3993
Si	9.0504	5.6848	14.8413	0.0353	0.0108	0.1848
Si	3.6654	4.0783	19.0959	-0.0023	0.0178	-0.1283
Si	10.0321	3.6653	19.3162	-0.0047	-0.0019	-0.1286
Si	4.2593	8.6627	15.3615	-0.0392	0.0294	0.171
Si	0.4571	1.9205	17.1556	0.0075	-0.0214	-0.0097
Si	6.7912	7.535	19.248	-0.0072	-0.0155	-0.1201
Si	5.2586	3.6236	16.7401	0.0045	0.0187	0.0224
Si	7.7848	5.0162	17.5235	-0.0183	-0.0104	0.003
Si	6.6763	9.9046	10.3978	-0.0618	0.0424	0.4319
Si	4.3778	1.042	10.1259	0.0473	-0.0307	0.3541
Si	-0.0259	9.0971	11.908	-0.1036	0.0258	0.3283
Si	9.101	8.631	20.9392	0.0287	-0.0208	-0.2691
Si	4.5539	1.6686	14.5768	0.0237	-0.0076	0.1726
Si	2.4464	2.0827	21.0493	0.0379	-0.0257	-0.2637
Si	6.3281	3.3297	10.3663	0.1098	-0.0047	0.3865
Si	3.4342	5.9184	16.7423	0.0046	-0.0068	0.0016
Si	9.8802	6.5471	10.3597	-0.0195	0.014	0.4459
O	0.1262	2.6305	18.5851	-0.0096	0.0153	0.041
O	2.9265	9.6288	15.5764	0.0137	-0.0171	-0.0363
O	10.8624	4.8061	20.1438	0.0217	0.055	0.0985
O	7.5534	2.3643	9.9225	-0.0043	0.0218	-0.0954
O	10.9332	5.3586	10.8024	0.004	0.0016	-0.1218
O	6.5896	6.6982	12.8783	-0.0095	0.0045	-0.1075
O	10.3118	8.0728	10.7903	-0.0193	-0.0814	-0.1805
O	7.6696	9.4579	14.004	-0.0041	-0.0207	-0.0777
O	8.4163	6.2145	10.9853	0.0768	0.0335	-0.1891
O	5.3555	10.4949	20.0618	0.017	0.0478	0.1018
O	2.1727	3.7602	11.4388	-0.031	0.0893	-0.2461
O	7.9719	8.5486	19.7586	0.0478	0.0199	0.0891
O	6.2051	6.7293	20.5455	-0.025	-0.0417	0.1019
O	5.5093	2.7159	15.4088	-0.0093	-0.0225	-0.0547
O	1.3089	0.9227	20.701	-0.0247	-0.0033	0.0817
O	6.0793	9.0189	11.6405	0.0556	0.1176	-0.231
O	4.6142	4.9877	16.1121	0.0002	0.0007	-0.0119
O	6.5969	3.9067	17.633	0.0027	0.0012	0.0015
O	10.5619	10.6823	11.8136	-0.0042	-0.0358	-0.1389
O	5.5815	0.4993	13.9875	-0.0046	-0.0023	-0.0739
O	8.0188	5.0979	15.9285	0.0135	0.0066	-0.0588
O	9.7296	9.8191	15.5969	0.0049	-0.0185	-0.0579
O	-0.3922	5.1498	15.139	-0.0174	0.0018	-0.0506
O	1.5666	6.8424	20.7995	0.0085	0.0028	0.0821
O	1.4989	0.6346	17.1719	0.0025	0.0023	0.003
O	6.5933	1.7776	20.8081	0.0071	-0.0123	0.0872
O	1.0033	1.827	12.844	-0.0144	-0.0206	-0.0987
O	3.2552	5.4961	18.3357	0.0026	-0.0104	0.0338
O	9.5202	2.0106	11.5797	-0.0974	-0.0012	-0.2123
O	1.0262	3.0995	16.1818	-0.0004	0.0196	-0.0359
O	8.601	5.1312	13.3775	-0.0716	-0.0073	-0.1801
O	10.2849	8.5989	13.3198	0.0868	0.0114	-0.1833
O	1.4434	9.4011	21.6992	-0.0014	0.0013	0.0657
O	10.0824	9.9304	20.6072	0.0026	0.0135	0.0818
O	3.1687	0.2118	10.8927	0.0059	0.0343	-0.1183
O	5.0517	2.3781	10.8178	-0.052	-0.0464	-0.1262
O	1.7595	4.1753	13.9275	0.0223	-0.0404	-0.1396
O	7.9493	10.8351	10.8542	-0.0332	-0.0192	-0.1301
O	9.1362	4.4737	18.226	0.0226	-0.0138	0.0391
O	5.6361	9.4983	15.7683	0.0044	-0.0066	-0.0411
O	5.5415	-0.036	9.8105	-0.0081	0.0036	-0.1615
O	3.5936	2.3157	13.3939	-0.055	0.028	-0.1247
O	1.9747	5.6529	16.0726	-0.0156	-0.0157	-0.038
O	9.7089	1.0405	14.038	0.0516	0.0288	-0.1737
O	4.3985	6.9272	11.5309	-0.0793	-0.0181	-0.2127
O	4.7629	4.4757	20.2212	0.0408	0.0276	0.1035
O	9.9522	1.3522	16.6471	-0.0078	-0.0089	-0.0266
O	6.6948	4.293	11.6381	-0.0666	-0.1073	-0.1893
O	5.5785	8.4059	18.5813	-0.0037	0.0045	0.0327
O	9.0721	2.7376	20.26	-0.046	-0.018	0.0962
O	3.602	1.1306	15.7771	0.0179	0.0187	-0.0468
O	4.2202	3.0743	17.9037	-0.0094	0.0013	0.031
O	9.9109	7.2156	20.8898	0.007	-0.0017	0.0746
O	3.3695	8.6695	9.8255	0.0121	0.013	-0.1334
O	3.9379	7.4271	16.3843	0.0125	0.022	-0.0376
O	7.6294	0.4865	15.7	-0.0023	-0.0092	-0.036
O	8.9331	7.2985	15.0383	-0.0017	0.0095	-0.0551
O	3.9308	1.4373	21.165	0.0087	0.0009	0.0746
O	1.6006	9.1205	11.6945	0.0856	0.0361	-0.1895
O	2.3284	6.1584	10.1436	0.0331	0.0224	-0.1042
O	7.3479	6.4622	18.1465	-0.0089	0.0232	0.0342
O	7.2257	4.3685	21.1311	-0.0022	-0.0217	0.0841
O	4.5515	8.2191	13.801	0.0569	-0.0425	-0.2114
O	3.3275	8.675	19.9636	-0.0442	-0.0355	0.1046
O	2.4977	3.2346	19.8747	-0.0244	-0.0442	0.0967
O	3.7384	10.3639	17.9666	0.0143	-0.0168	0.0345

Results
free energy: -131310.547 eV
free energy less fixed offsets of O -568.88, P -755.39, Si -635.61 eV per atom: -6.477 eV

The program warned: the cutoff lies below the one the program advises for these potential files; the exchange-correlation potential is rough where the density is thin.
